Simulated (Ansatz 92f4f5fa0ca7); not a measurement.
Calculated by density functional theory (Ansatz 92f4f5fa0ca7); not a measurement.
Periodic cell of 255 atoms, Si165O90, from a study of silicon, its oxide and their interface. The atomic structure is a simulated model.
Doubt: the cutoff is far below the 930 eV that the study's wrapper takes by default for these files, so forces and energies are approximate.
This geometry differs little from another in the collection (a relaxation step or a small displacement).

Settings: functional PBE; potential files Ansatz PAW; basis plane waves; wave-function cutoff 580 eV; density cutoff ratio 5; exchange-correlation grid ratio 1; k mesh 1 x 1 x 1, Gamma-centred; self-consistency stop 5e-08 eV per atom in the density residual; occupations fixed; spin none; net charge 0.

Cell vectors (angstrom)
a  10.938  0  0
b  0  10.938  0
c  0  0  37.0485

Atoms: element, x, y, z (angstrom)
Si  0  0  0.683
Si  5.469  0  0.683
Si  2.7345  2.7345  0.683
Si  8.2035  2.7345  0.683
Si  0  5.469  0.683
Si  5.469  5.469  0.683
Si  2.7345  8.2035  0.683
Si  8.2035  8.2035  0.683
Si  1.3673  1.3673  2.0503
Si  6.8362  1.3673  2.0503
Si  4.1018  4.1018  2.0503
Si  9.5708  4.1018  2.0503
Si  1.3673  6.8362  2.0503
Si  6.8362  6.8362  2.0503
Si  4.1018  9.5708  2.0503
Si  9.5708  9.5708  2.0503
Si  2.7345  0  34.997
Si  8.2035  0  34.997
Si  0  2.7345  34.997
Si  5.469  2.7345  34.997
Si  2.7345  5.469  34.997
Si  8.2035  5.469  34.997
Si  0  8.2035  34.997
Si  5.469  8.2035  34.997
Si  4.1018  1.3673  36.3643
Si  9.5708  1.3673  36.3643
Si  1.3673  4.1018  36.3643
Si  6.8362  4.1018  36.3643
Si  4.1018  6.8362  36.3643
Si  9.5708  6.8362  36.3643
Si  1.3673  9.5708  36.3643
Si  6.8362  9.5708  36.3643
Si  -0.1581  -0.1298  26.7659
Si  4.2506  -0.2288  26.1273
Si  2.6648  2.4487  26.7454
Si  7.2683  2.9623  26.9864
Si  -0.529  5.5451  26.8321
Si  5.6995  4.9209  26.9522
Si  1.8709  8.7596  25.4846
Si  8.2782  7.8695  26.7369
Si  1.2282  1.2596  28.1466
Si  6.4293  1.1822  28.4533
Si  3.9597  3.9377  28.1669
Si  9.1925  3.9726  28.1533
Si  1.1512  6.8203  27.9698
Si  6.7437  6.7158  28.1254
Si  4.6701  10.3158  28.3654
Si  9.3965  9.4895  28.1283
Si  2.7366  0.0895  29.5672
Si  8.1262  -0.0187  29.5571
Si  -0.1419  2.7268  29.4379
Si  5.3096  2.7663  29.7431
Si  2.6308  5.5021  29.3563
Si  8.1119  5.483  29.608
Si  -0.0463  8.2309  29.4759
Si  5.4671  8.285  29.41
Si  3.9706  1.4147  31.0675
Si  9.5256  1.3567  30.8836
Si  1.2718  4.1329  30.7908
Si  6.7651  4.139  30.9795
Si  4.032  6.887  30.7548
Si  9.5556  6.8493  30.8921
Si  1.3678  9.5722  30.8475
Si  6.8123  9.5274  30.9238
Si  -0.0098  0.0005  32.2333
Si  5.4207  -0.0208  32.2775
Si  2.6104  2.818  32.3038
Si  8.1645  2.7263  32.2725
Si  -0.0324  5.4694  32.2432
Si  5.3865  5.54  32.2421
Si  2.7005  8.1917  32.2249
Si  8.1995  8.1954  32.2877
Si  1.3302  1.3643  33.6399
Si  6.8145  1.3437  33.6327
Si  4.071  4.1271  33.6281
Si  9.5575  4.09  33.6247
Si  1.3541  6.8195  33.6163
Si  6.8152  6.8322  33.632
Si  4.0739  9.5393  33.6289
Si  9.574  9.5727  33.628
Si  2.7425  -0.018  3.3974
Si  8.2277  0.0238  3.4324
Si  0.0331  2.7643  3.4281
Si  5.5062  2.7486  3.4195
Si  2.7486  5.4796  3.4352
Si  8.2388  5.4865  3.4198
Si  0.011  8.1957  3.4085
Si  5.4703  8.2088  3.441
Si  4.1746  1.299  4.7234
Si  9.6307  1.3946  4.7991
Si  1.4046  4.1192  4.832
Si  6.8829  4.1354  4.7948
Si  4.1186  6.8215  4.8351
Si  9.6686  6.7885  4.8062
Si  1.3878  9.5414  4.7654
Si  6.8748  9.57  4.7923
Si  0.0548  -0.0233  6.1357
Si  5.5334  0.0097  6.1889
Si  2.8335  2.6718  6.0348
Si  8.3355  2.8524  6.1549
Si  0.105  5.4994  6.3096
Si  5.5284  5.4698  6.2232
Si  2.7156  8.189  6.1865
Si  8.2695  8.1579  6.09
Si  1.5028  1.3348  7.4283
Si  6.9761  1.4784  7.4476
Si  4.2498  3.8683  7.4698
Si  9.6506  4.178  7.7047
Si  1.4033  6.9316  7.752
Si  6.9712  6.84  7.5571
Si  4.1336  9.5052  7.5031
Si  9.5995  9.523  7.4502
Si  2.8707  0.0129  8.8692
Si  8.2297  -0.0115  8.7032
Si  0.1056  2.601  8.8269
Si  5.6575  2.7263  8.9635
Si  2.8242  5.8659  9.4261
Si  8.2397  5.5478  9.1522
Si  -0.0766  8.2672  9.0055
Si  5.5933  8.2298  8.8639
Si  4.7451  0.8665  10.1101
Si  9.8322  1.0364  10.0269
Si  1.6615  3.8912  11.3253
Si  6.4063  4.5675  10.3425
Si  4.9145  6.5127  10.3551
Si  9.3985  7.1525  10.5727
Si  1.2113  9.854  10.1466
Si  6.4425  10.1126  9.9372
O  9.3973  6.7353  26.1856
O  5.6796  -0.3391  25.3402
O  13.0133  5.389  10.8215
O  2.9033  3.1237  12.0391
O  5.1118  5.6626  25.5599
O  0.6284  9.7996  25.706
O  0.0431  -0.003  10.6379
O  1.1434  3.0773  10.0304
O  6.5611  4.1725  11.9748
O  3.1262  4.5214  8.5244
O  10.3128  6.3927  11.7206
O  1.9249  9.2516  11.5321
O  4.5719  1.1135  11.7572
O  0.4875  4.0381  12.4217
O  9.1549  1.7546  11.3552
O  4.8628  6.864  11.992
O  7.551  8.6205  25.4464
O  12.8439  7.6753  26.7179
O  1.7781  8.0419  24.0085
O  3.6579  1.3103  25.9693
O  9.9032  0.9477  25.8652
O  0.2384  4.6865  25.635
O  7.6888  13.3375  25.4809
O  3.2609  9.6014  25.4535
Si  10.8887  2.2307  22.8578
Si  6.8775  9.8208  24.5567
Si  1.5616  11.9576  16.9062
Si  10.7426  -0.0511  14.6559
Si  5.8019  -0.2326  16.6233
Si  12.7966  6.8956  17.2514
Si  3.3999  1.7283  12.7151
Si  4.1805  5.3392  24.2603
Si  4.2291  2.1222  15.8029
Si  10.1437  2.9354  17.298
Si  8.7442  1.1756  12.8274
Si  -5.9452  9.1811  19.0997
Si  14.7079  4.4451  17.5819
Si  8.7303  11.1501  16.704
Si  8.6275  -0.2209  19.8235
Si  7.6567  -5.1244  20.7425
Si  3.6989  2.5425  19.8935
Si  7.3873  9.4181  11.903
Si  5.4202  3.9179  21.9281
Si  10.9504  10.5127  21.5841
Si  -2.1982  1.3645  24.7855
Si  -0.5442  5.2092  12.8423
Si  -1.602  8.1973  21.1356
Si  -4.9453  6.3858  18.1623
Si  7.2838  5.921  15.2684
Si  2.8117  7.6835  22.7792
Si  5.1795  9.553  22.0262
Si  -0.6411  5.7713  15.7776
Si  10.2772  4.0472  20.2835
Si  1.8451  10.0018  12.982
Si  -4.896  1.2992  20.9134
Si  5.5639  7.5041  13.3164
Si  1.535  3.8019  25.1219
Si  1.0028  6.7172  20.2235
Si  7.513  3.8184  13.2666
Si  14.5858  8.6711  15.2754
Si  13.1802  -0.1721  19.5867
O  9.9331  3.2836  18.8768
O  5.1474  1.809  19.631
O  6.3741  2.5931  21.8497
O  1.4218  10.9345  18.1733
O  4.479  7.4854  14.5361
O  1.05  2.9596  23.8091
O  7.063  4.3648  14.7592
O  -3.3306  2.192  13.402
O  3.9877  2.0219  14.2016
O  13.5801  1.3185  20.1704
O  9.0585  1.8388  16.7015
O  4.3089  3.6827  16.2445
O  13.8154  9.3995  14.0565
O  16.7397  10.2916  18.2103
O  8.2239  10.5722  12.7087
O  18.2716  10.5764  16.1012
O  2.629  8.087  16.4192
O  8.8504  4.713  20.7049
O  -5.8354  7.7484  18.3317
O  3.1173  3.39  18.6395
O  4.0099  3.6039  21.1152
O  -5.3057  19.8652  20.5819
O  6.2955  5.2004  21.4061
O  10.9337  5.7696  14.2749
O  10.008  1.1761  13.8657
O  2.687  4.869  24.6821
O  8.0038  0.0193  24.2204
O  0.3302  17.6364  16.7013
O  1.1262  0.427  15.4662
O  4.9909  5.1291  18.4172
O  8.8659  -0.203  18.245
O  8.7973  6.3819  15.6585
O  -0.7932  9.195  22.1939
O  12.2515  -0.9024  20.7145
O  8.2806  7.0521  21.6482
O  0.3265  9.796  13.5683
O  7.3987  0.6833  20.3305
O  0.5736  5.1307  20.1309
O  10.765  3.0073  21.4362
O  2.6717  5.504  17.0419
O  6.8592  6.7382  13.926
O  8.3841  -2.7679  11.4263
O  5.1785  11.1832  21.8288
O  0.7149  13.3014  17.1765
O  9.4144  2.182  23.5515
O  3.9582  6.63  23.2907
O  9.776  -0.6556  15.8033
O  9.9526  0.3591  20.5587
O  1.788  7.1915  18.862
O  4.7092  9.7418  15.9
O  6.2765  9.1702  23.1771
O  -2.5186  -1.7837  20.1984
O  3.6714  9.0211  22.3662
O  8.9507  4.5047  12.9778
O  7.2425  6.3036  19.2181
O  3.4845  -1.18  19.2942
O  16.5025  1.3419  16.2796
O  6.1726  -1.9688  12.9166
O  2.168  11.5964  12.7671
O  4.9837  4.175  23.4629
O  11.4005  11.6102  22.6946
O  1.9568  7.0525  21.522
O  -0.845  4.2795  16.3963
O  6.4346  -4.6544  16.6016
O  -0.4217  7.5001  20.2645
O  14.0537  1.3647  16.7086

Results
free energy: -156077.837 eV
free energy less fixed offsets of O -568.88, Si -635.61 eV per atom: -2.987 eV

Forces (eV/angstrom), in the order of the atoms: element, x, y, z
Si  -0.0318  -0.0186  -0.0003
Si  0.031  -0.0245  0.0238
Si  -0.0011  -0.059  -0.01
Si  0.0181  -0.1086  -0.001
Si  0.0097  -0.0691  0.0013
Si  -0.0238  -0.0345  0.01
Si  0.0736  -0.0372  -0.0162
Si  -0.0752  0.0333  0.0007
Si  0.0814  0.0823  0.0365
Si  0.1691  0.0628  -0.0028
Si  0.0449  -0.0135  0.1407
Si  0.0558  -0.0294  0.003
Si  0.1385  -0.0153  -0.0276
Si  0.0793  0.0969  0.1591
Si  0.0468  -0.1823  -0.0888
Si  0.0183  0.0323  0.0877
Si  -0.0752  -0.0099  -0.0869
Si  0.0203  -0.0165  0.0135
Si  -0.1905  -0.0217  0.1374
Si  -0.1305  0.0735  -0.1625
Si  -0.0888  0.1217  0.1454
Si  -0.1069  -0.0586  -0.0614
Si  0.028  -0.0108  -0.0665
Si  -0.0585  -0.0068  0.0786
Si  -0.012  0.0428  -0.0135
Si  -0.0409  0.0934  0.0162
Si  0.0051  0.0365  -0.0129
Si  0.0369  0.0217  0.0073
Si  -0.0287  0.0474  0.0116
Si  0.0073  0.0358  -0.0007
Si  0.0199  0.0235  0.0171
Si  0.0107  0.0242  -0.0188
Si  -0.0282  -0.0077  -0.0466
Si  0.0393  -0.0764  0.1301
Si  0.1224  -0.1122  -0.0037
Si  0.0655  -0.1409  -0.0124
Si  -0.1485  -0.0205  -0.1172
Si  -0.1114  0.1689  -0.0759
Si  -0.0465  0.0334  -0.0372
Si  0.044  -0.0734  -0.0735
Si  -0.0592  -0.034  0.0095
Si  0.0075  0.0075  -0.0251
Si  -0.0273  -0.0324  -0.0283
Si  -0.0203  -0.0173  0.0008
Si  0.0548  0.0774  -0.0448
Si  -0.0127  -0.0424  0.0068
Si  0.0517  0.0453  0.018
Si  -0.0146  -0.0248  -0.0325
Si  0.0069  -0.0069  0.009
Si  0.0088  -0.0022  -0.022
Si  0.0125  -0.003  -0.0108
Si  0.0231  0.0519  -0.0051
Si  0.0014  -0.003  -0.0116
Si  0.0291  -0.0216  -0.013
Si  0.0169  -0.0013  -0.018
Si  0.0049  0.0176  -0.0303
Si  0.0005  0.0025  0.0017
Si  0.0116  0.0171  -0.0108
Si  -0.0047  -0.0007  -0.0123
Si  -0.0029  0.0189  0.0127
Si  0.0131  -0.0113  -0.0224
Si  0.0108  0.0207  0.0028
Si  -0.0026  0.0041  0.0132
Si  0.0082  0.0225  -0.0184
Si  0.0141  0.0044  -0.0164
Si  -0.0181  -0.0004  0.0024
Si  -0.0026  0.018  -0.0021
Si  -0.0101  0.0066  -0.0106
Si  -0.0148  -0.0016  -0.0077
Si  0.0073  0.0168  -0.0009
Si  -0.0133  -0.0075  -0.0017
Si  -0.002  0.0103  -0.0109
Si  -0.0061  0.004  -0.006
Si  0.0019  -0.0005  -0.0154
Si  0.0006  0.0096  -0.0045
Si  0.0015  -0.0015  -0.008
Si  0.0057  -0.0075  0.0028
Si  0.0105  -0.0022  -0.0044
Si  -0.011  -0.0061  -0.0063
Si  0.0064  -0.0053  -0.0125
Si  -0.0006  0.005  0.0058
Si  -0.0019  0.0004  0.0121
Si  0.0107  -0.0067  0.0006
Si  0.0077  -0.0101  0.0044
Si  0.0119  0.0033  -0.0052
Si  -0.0043  -0.0124  0.0007
Si  -0.007  -0.0033  -0.0015
Si  -0.0123  0.008  0.0127
Si  0.0192  -0.0118  0.0072
Si  -0.0115  0.0093  0.0036
Si  -0.0087  0.0102  -0.0064
Si  0.0191  0.011  -0.0017
Si  -0.0041  -0.0164  0.0464
Si  0.0209  0.013  0.0149
Si  -0.009  0.0105  0.001
Si  0.0091  -0.0097  0.0175
Si  0.0062  -0.0098  -0.0296
Si  0.0242  -0.023  0.0001
Si  -0.0423  -0.0174  -0.0204
Si  0.0028  -0.0037  0.0037
Si  0.0301  -0.01  0.0268
Si  -0.0358  -0.0569  0.0255
Si  0.0297  0.0038  0.0031
Si  -0.0147  -0.0239  0.0128
Si  0.0132  -0.0069  -0.0194
Si  -0.0172  0.0153  0.0132
Si  -0.1294  0.1788  0.1863
Si  -0.0448  0.0237  0.0041
Si  -0.0124  0.012  0.0041
Si  -0.0299  -0.009  0.0256
Si  -0.0077  0.0244  -0.0055
Si  -0.009  -0.0198  0.0494
Si  -0.0316  0.0073  0.0312
Si  0.0335  -0.0024  -0.019
Si  0.0751  0.0281  0.0349
Si  0.0242  0.0002  -0.072
Si  0.0001  -0.0284  -0.031
Si  -0.0063  0.029  -0.002
Si  -0.0491  0.0012  -0.0184
Si  0.0208  -0.0242  0.0052
Si  0.0103  -0.0135  0.1397
Si  -0.0255  -0.0098  0.0936
Si  -0.0583  0.0486  -0.0344
Si  0.0616  -0.0968  0.1374
Si  -0.0378  0.0964  0.1493
Si  -0.0138  0.0412  0.0506
Si  -0.0341  0.0032  0.0842
Si  0.013  0.0313  -0.0649
O  0.0362  -0.027  0.1394
O  0.0115  0.0242  -0.0341
O  -0.0701  -0.0082  -0.0226
O  0.0027  0.0519  -0.0742
O  0.0645  -0.0721  0.0851
O  -0.0121  0.0095  0.0447
O  0.0369  -0.005  -0.1105
O  0.0613  0.0268  0.0014
O  -0.0647  0.0854  -0.1784
O  0.2141  -0.0529  -0.2236
O  -0.0281  0.0018  -0.0547
O  -0.0292  0.004  -0.1109
O  0.0108  -0.0088  -0.1157
O  0.0205  -0.0278  -0.0645
O  0.0204  0.0039  -0.0313
O  0.0146  -0.0994  -0.1392
O  0.0281  -0.0145  0.0294
O  -0.0433  -0.1041  0.0985
O  -0.0555  -0.0114  0.0788
O  -0.0808  0.1024  0.0409
O  0.0157  -0.0033  0.0642
O  0.0054  0.0239  0.0051
O  -0.0072  0.0313  0.0251
O  -0.0145  0.0412  -0.0205
Si  0.0089  -0.059  -0.0866
Si  -0.0493  -0.0414  -0.0013
Si  -0.0321  -0.0043  0.0029
Si  -0.0131  -0.0062  0.0561
Si  -0.0074  0.0193  0.0166
Si  -0.0505  -0.0065  0.0002
Si  0.0077  -0.0721  0.0865
Si  0.0175  -0.0024  -0.066
Si  0.0225  -0.0101  0.0504
Si  -0.009  -0.0296  -0.0024
Si  0.0075  -0.0307  0.0486
Si  -0.0047  0.0018  -0.0214
Si  0.0374  0.0033  -0.0235
Si  0.0305  -0.0452  0.0347
Si  -0.0156  0.0135  -0.087
Si  -0.0139  0.0025  -0.0204
Si  0.0615  -0.0309  -0.0189
Si  -0.0016  0.0101  -0.074
Si  0.0286  -0.0223  -0.0508
Si  0.0048  0.0101  -0.0774
Si  0.0378  0.0432  -0.0178
Si  -0.0232  0.0215  0.0972
Si  0.01  -0.0302  -0.0667
Si  -0.0026  0.0069  -0.0045
Si  0.029  0.0037  0.0314
Si  0.0455  0.0022  -0.0921
Si  -0.0555  0.0405  -0.1088
Si  -0.0136  0.0322  0.0124
Si  -0.0341  0.0274  -0.0735
Si  -0.0306  -0.0303  0.0893
Si  0.0179  -0.0023  -0.039
Si  0.0303  0.037  0.0874
Si  -0.0227  0.0043  -0.0054
Si  -0.0382  0.0283  -0.0603
Si  -0.0168  0.0156  0.0949
Si  0.0016  0.0045  0.0408
Si  -0.0051  -0.0031  -0.0413
O  0.0023  0.0031  0.0427
O  -0.0344  0.0175  0.0033
O  -0.0068  0.0157  0.0263
O  -0.0024  0.0152  -0.0175
O  0.0222  -0.0226  -0.0393
O  0.0256  0.0348  0.0244
O  -0.0008  -0.0254  -0.0758
O  -0.0103  0.014  -0.0218
O  -0.0007  -0.0038  -0.0675
O  0.0084  0.0309  0.0215
O  -0.0043  0.0104  0.0103
O  -0.0173  -0.0134  0.0034
O  0.0126  0.0065  -0.022
O  -0.0092  -0.0047  0.0419
O  0.0062  -0.0125  0.0032
O  0.0076  0.0138  -0.0155
O  0.0066  0.0092  -0.0238
O  0.0217  -0.0085  0.0111
O  0.0122  -0.0131  0.0067
O  -0.0185  0.005  0.0101
O  -0.0129  0.0037  0.0217
O  0.0022  -0.0037  0.0467
O  -0.001  0.0022  0.024
O  -0.0195  -0.0251  -0.0408
O  -0.034  0.0223  -0.0681
O  -0.0135  0.0096  0.0231
O  0.0045  0.0095  -0.0152
O  -0.0016  -0.0075  -0.0145
O  -0.005  0.0055  -0.023
O  -0.0192  -0.0011  0.0069
O  0.011  -0.0156  0.0063
O  -0.0251  -0.0065  -0.0233
O  -0.0096  0.0033  0.0166
O  -0.0124  0.018  0.0301
O  0.0038  -0.0019  0.0199
O  0.035  0.0166  -0.0359
O  0.0144  -0.0014  0.0136
O  0.0011  -0.0106  0.0215
O  0.0125  -0.0022  0.0376
O  0.026  -0.0218  -0.0071
O  -0.0109  -0.0284  -0.0297
O  0.0105  -0.0427  -0.0485
O  0.0105  -0.039  0.0341
O  0.0143  0.0044  0
O  -0.0435  -0.002  0.064
O  0.0187  -0.0079  0.0487
O  -0.0081  0.0168  -0.0173
O  0.0081  0.0006  0.0435
O  -0.0045  -0.0072  0.0263
O  -0.0127  -0.0188  -0.047
O  0.0554  0.0086  0.0911
O  0.0092  -0.0014  0.0436
O  0.0055  -0.0103  0.0531
O  0.0068  -0.006  -0.0484
O  0.0093  -0.0012  0.0123
O  0.002  0.0082  0.0021
O  -0.0187  0.0078  -0.013
O  0.0081  -0.0536  -0.0062
O  -0.0039  0.0401  -0.0057
O  -0.0066  -0.0177  0.0216
O  0.0001  0.0128  0.0349
O  0.0157  -0.0129  0.0694
O  0.0028  0.0034  -0.0245
O  -0.0002  0.0028  -0.0068
O  0.0047  -0.0045  -0.007
O  0.0114  0.021  -0.0207

The program warned: the cutoff lies below the one the program advises for these potential files; the exchange-correlation potential is rough where the density is thin.
